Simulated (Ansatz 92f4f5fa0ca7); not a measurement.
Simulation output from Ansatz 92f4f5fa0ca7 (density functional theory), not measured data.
Periodic cell of 222 atoms, Si131O89P2, from a study of silicon, its oxide and their interface. The atomic structure is a simulated model.
Doubt: the cutoff is far below the 930 eV that the study's wrapper takes by default for these files, so forces and energies are approximate.
This geometry differs little from another in the collection (a relaxation step or a small displacement).

Settings
functional: PBE
potential files: Ansatz PAW
basis: plane waves
wave-function cutoff: 580 eV
density cutoff ratio: 5
exchange-correlation grid ratio: 1
k mesh: 1 x 1 x 1, Gamma-centred
self-consistency stop: 5e-08 eV per atom in the density residual
occupations: fixed
spin: none
net charge: 0

Cell vectors (angstrom)
a, 10.938, 0, 0
b, 0, 10.938, 0
c, 0, 0, 32.1988

Atoms and the computed forces on them: element, x, y, z (angstrom), force x, y, z (eV/angstrom)
Si, 10.5896, 0.2336, 24.8706, 0.0055, 0.0012, 0.0157
Si, 5.7461, 10.6878, 24.7626, 0.0015, -0.0023, 0.0007
Si, 2.4802, 2.9253, 24.6503, -0.0001, 0.0043, 0.0138
Si, 8.427, 2.467, 24.8344, 0.0021, 0.0015, -0.0059
Si, 0.2764, 5.1772, 24.7609, 0.0086, -0.0036, 0.002
Si, 5.1614, 5.7553, 24.6885, -0.0068, 0.0053, 0.0158
Si, 2.9401, 8.0151, 24.6014, 0.0079, -0.0071, 0.0139
Si, 7.9445, 8.4464, 24.7453, -0.0005, -0.0001, 0.0067
Si, 1.3298, 1.3909, 26.0437, 0.0036, -0.0044, -0.0073
Si, 6.8534, 1.3151, 26.1348, -0.0096, 0.0086, -0.0049
Si, 4.0507, 4.1134, 25.9883, -0.0012, 0.0035, -0.0017
Si, 9.6074, 4.068, 26.0863, -0.0056, 0.0065, -0.0024
Si, 1.4007, 6.8367, 26.0015, 0.0021, 0.0009, 0.0025
Si, 6.7716, 6.8573, 26.0303, 0.0005, 0, -0.0033
Si, 4.103, 9.5423, 26.0039, -0.0015, 0.0011, -0.001
Si, 9.4699, 9.5796, 26.1557, 0.0068, -0.0052, -0.0089
Si, 2.7266, -0.0029, 27.3512, -0.0002, -0.0002, 0.0028
Si, 8.1649, -0.0138, 27.5635, 0.0001, -0.0075, 0.0108
Si, 0.0076, 2.7261, 27.4891, 0.0069, 0.0028, 0.0074
Si, 5.4417, 2.7511, 27.3672, -0.0019, 0.0015, 0.0031
Si, 2.7301, 5.4732, 27.4261, 0.0042, -0.0012, -0.0035
Si, 8.1854, 5.4749, 27.3612, -0.0006, 0.0005, 0.003
Si, -0.003, 8.1884, 27.3771, 0.0001, -0.0007, 0.0018
Si, 5.439, 8.2041, 27.4494, -0.0028, -0.005, 0.0021
Si, 4.0808, 1.3737, 28.7434, 0.0006, -0.0029, -0.0041
Si, 9.5751, 1.3645, 28.8458, 0.0024, 0.0014, 0.0072
Si, 1.3655, 4.1196, 28.8097, -0.0038, 0.0009, -0.001
Si, 6.8268, 4.1042, 28.748, 0.0005, -0.0001, -0.0056
Si, 4.0921, 6.8253, 28.8036, 0.0006, 0.0011, -0.006
Si, 9.5592, 6.8295, 28.7528, 0.0008, -0.0029, -0.003
Si, 1.3695, 9.566, 28.7451, 0.0016, 0.0015, -0.0048
Si, 6.7849, 9.5536, 28.8542, -0.0062, 0.0029, 0.0076
Si, 0.0164, -0.0166, 30.1551, -0.0026, -0.0016, 0.0008
Si, 5.4352, 0.0253, 30.159, 0.0002, -0.0047, 0
Si, 2.7336, 2.737, 30.1455, -0.0003, 0.0027, -0.0005
Si, 8.1901, 2.7495, 30.1519, -0.0004, -0.0014, 0.0007
Si, -0.0132, 5.4798, 30.1502, 0.0017, -0.003, -0.0004
Si, 5.4742, 5.4639, 30.1468, -0.0019, 0.0001, -0.0004
Si, 2.7248, 8.2085, 30.1438, 0.0005, -0.003, 0.0004
Si, 8.2059, 8.1929, 30.1536, -0.001, -0.0002, -0.0002
Si, 1.3673, 1.3673, 31.515, 0.0772, -0.0319, 0.0243
Si, 6.8362, 1.3673, 31.515, -0.0705, 0.066, -0.0198
Si, 4.1018, 4.1018, 31.515, 0.0624, -0.0641, 0.0057
Si, 9.5708, 4.1018, 31.515, -0.0758, 0.0708, -0.0098
Si, 1.3673, 6.8362, 31.515, -0.0568, 0.0804, -0.0607
Si, 6.8362, 6.8362, 31.515, 0.0277, -0.1093, 0.0574
Si, 4.1018, 9.5708, 31.515, -0.1435, 0.0375, 0.006
Si, 9.5708, 9.5708, 31.515, 0.0491, -0.0614, 0.0301
Si, 2.7345, 0, 0.6835, 0.0074, -0.0728, 0.0892
Si, 8.2035, 0, 0.6835, -0.127, 0.0226, -0.162
Si, 0, 2.7345, 0.6835, -0.1449, 0.0055, -0.0144
Si, 5.469, 2.7345, 0.6835, 0.0784, -0.0208, 0.0584
Si, 2.7345, 5.469, 0.6835, -0.0797, 0.2112, -0.1919
Si, 8.2035, 5.469, 0.6835, 0.0915, -0.1231, 0.0615
Si, 0, 8.2035, 0.6835, 0.0721, -0.0975, 0.0468
Si, 5.469, 8.2035, 0.6835, -0.0187, 0.1131, -0.0638
Si, 4.1101, 1.361, 2.0497, -0.0013, 0.0101, -0.0022
Si, 9.5466, 1.3674, 2.0441, -0.0022, -0.0039, 0.0035
Si, 1.3432, 4.1402, 2.0226, 0.0067, -0.0032, -0.0032
Si, 6.8483, 4.0918, 2.0572, -0.004, -0.0016, 0.0043
Si, 4.0877, 6.8543, 2.041, -0.0014, -0.0084, 0.0023
Si, 9.5699, 6.8361, 2.0514, 0.0031, 0.0019, 0.0041
Si, 1.3712, 9.5623, 2.0563, -0.0034, -0.0041, 0.0052
Si, 6.8296, 9.5831, 2.0456, 0.0055, 0.0003, -0.0004
Si, -0.0501, -0.0332, 3.3751, 0.001, 0.006, 0.0082
Si, 5.4787, -0.0009, 3.4479, 0.0153, -0.0088, 0.0042
Si, 2.7315, 2.7889, 3.3258, 0.0005, 0.0101, -0.0041
Si, 8.1837, 2.699, 3.4608, 0.0031, -0.0049, -0.0038
Si, -0.0046, 5.4797, 3.4417, 0.0011, 0.0018, -0.0021
Si, 5.4857, 5.5073, 3.3657, -0.0077, -0.0081, 0.0154
Si, 2.7493, 8.2133, 3.4572, -0.0008, 0.0046, -0.001
Si, 8.1954, 8.2118, 3.3892, -0.0108, 0.0068, -0.0009
Si, 1.3022, 1.4361, 4.5925, 0.0024, -0.0133, -0.0037
Si, 6.8327, 1.3173, 4.8856, 0.0122, -0.0092, -0.0038
Si, 4.1298, 4.1275, 4.6866, 0.0133, -0.0012, -0.0032
Si, 9.5524, 4.0918, 4.7903, 0.0009, -0.0045, 0.0085
Si, 1.3807, 6.8396, 4.8236, 0.0113, -0.0077, 0.0043
Si, 6.8023, 6.8947, 4.7531, 0.0049, -0.0029, -0.0122
Si, 4.1294, 9.5845, 4.8444, 0.0026, -0.0123, 0.0003
Si, 9.5426, 9.5333, 4.7924, 0.0239, -0.0075, -0.0216
Si, 2.7041, 0.1789, 5.9407, 0.0039, -0.0065, -0.0037
Si, 8.1816, -0.1157, 6.2685, -0.0255, 0.028, 0.0014
Si, -0.0186, 2.6814, 6.1074, -0.0096, 0.0284, -0.015
Si, 5.3664, 2.7182, 6.1252, 0.0025, -0.0056, -0.0014
Si, 2.812, 5.4614, 6.1201, -0.0207, 0.0042, -0.0184
Si, 8.1141, 5.4525, 6.0676, 0.0108, -0.002, 0.0113
Si, -0.0038, 8.1953, 6.1843, -0.0053, -0.0078, 0.0252
Si, 5.5139, 8.2292, 6.2751, -0.0226, 0.0092, -0.0124
P, 3.9052, 1.4798, 7.4129, 0.0098, -0.0004, 0.0276
Si, 9.7757, 1.098, 7.4739, 0.001, 0.0169, 0.0452
Si, 1.7031, 3.7566, 7.2814, 0.0039, -0.0073, 0.0464
Si, 6.5469, 4.3313, 7.4548, 0.0023, -0.0126, -0.0205
Si, 4.3677, 6.6077, 7.5257, 0.0181, -0.0072, 0.0317
Si, 9.35, 6.9008, 7.4346, 0.0325, -0.0292, -0.0493
Si, 1.162, 9.9653, 7.2884, 0.0239, -0.0115, -0.0366
Si, 7.1661, 9.1897, 7.7478, -0.0226, 0.0153, 0.0276
O, 8.2986, 8.0216, 8.015, 0.0133, 0.0236, 0.0199
O, 2.7956, 2.6386, 7.8747, -0.0072, 0.0086, -0.0019
O, 9.5233, 1.3562, 24.2698, -0.0032, 0.0018, 0.0055
O, 4.0563, 6.8717, 24.1313, 0.0012, 0.0005, -0.0131
O, 0.0304, 0.0446, 7.972, -0.0367, -0.0143, -0.0001
O, 5.4645, 5.4625, 8.0127, -0.0132, 0.0083, 0.005
O, 6.8505, 9.5756, 24.2107, 0.002, 0.003, 0.0015
O, 1.3699, 4.0679, 24.1766, -0.0034, 0, -0.0053
O, 3.8171, 7.3445, 8.9197, 0.0093, -0.0019, -0.0117
O, 1.0759, 4.4092, 8.6444, -0.014, 0.021, 0.004
O, 9.8769, 6.0151, 8.738, -0.0071, 0.0025, 0.0124
O, 2.1772, 9.4339, 8.4662, 0.0048, -0.0034, 0.0122
O, 7.3553, 3.7774, 8.781, -0.0008, 0.0026, -0.0007
O, 6.7473, 9.5763, 9.3008, 0.0007, -0.0069, -0.0206
O, 9.0092, 1.6922, 8.8143, 0.0029, -0.0061, -0.0288
O, 7.6965, 3.1456, 23.5342, 0.0001, 0.0006, -0.0006
O, 10.5038, 5.8544, 23.4503, -0.0021, 0.0039, -0.0002
O, 5.108, 0.4627, 23.4333, -0.0008, 0.0017, -0.0017
O, 5.8691, 5.1027, 23.3547, 0.0062, -0.0061, -0.0039
O, 3.1052, 2.2155, 23.2879, 0.0039, -0.0024, -0.0028
O, 2.3083, 8.7281, 23.233, -0.0056, 0.0051, -0.0032
O, 8.6316, 7.7715, 23.4083, 0.0015, -0.0013, -0.0026
O, 0.2432, 10.3421, 23.6025, -0.0001, -0.0008, -0.01
Si, 4.3957, 1.5798, 22.4921, -0.0001, 0.0004, -0.0008
Si, 3.5489, 7.9409, 14.0634, 0.0018, -0.0003, 0.002
Si, 7.1542, 0.9778, 14.7293, 0.0014, 0.0026, -0.0055
Si, 0.9564, 9.3663, 22.5332, 0.0034, -0.0047, -0.0025
Si, 1.2687, 4.3104, 11.9022, 0.0034, -0.0025, -0.0014
Si, 6.3235, 8.9733, 15.3663, 0.0023, 0.0005, 0.0038
Si, 0.7143, 1.3823, 12.3229, 0.0043, 0.0053, -0.0041
Si, 8.6533, 4.9601, 20.5355, 0.0017, 0.0014, -0.0009
Si, 0.4152, 5.7046, 9.3552, 0.0178, -0.0133, -0.0169
Si, 5.1382, 3.1384, 18.0274, 0.0018, -0.0007, 0.0002
Si, 0.9053, 3.7436, 16.7486, 0.0003, 0.0011, 0.0014
Si, 10.4435, 2.8701, 19.257, 0.003, 0.0006, -0.0007
P, 5.0989, 1.0858, 10.5675, 0.0931, 0.0107, -0.0072
Si, 0.9176, 0.1931, 19.8648, 0.0032, -0.0022, -0.0041
Si, 6.7555, 9.4696, 10.9485, -0.0129, 0.0166, 0.0007
Si, 9.374, 9.6893, 18.3469, 0.003, 0, 0.0011
Si, 9.4909, 9.2319, 12.6044, -0.0025, 0.0052, 0.0023
Si, 6.5751, 3.8481, 22.5914, -0.001, 0.0025, -0.0022
Si, 2.4451, 8.1148, 9.3691, -0.0079, 0.0002, -0.001
Si, 10.6302, 7.3719, 17.1131, 0.0015, -0.0016, 0.0029
Si, 2.5442, 6.3014, 16.601, 0.0025, 0.0008, 0.0039
Si, 10.2301, 4.4976, 14.1731, 0.0034, -0.0032, -0.0001
Si, 6.1726, 9.1949, 18.5539, 0.0011, -0.0004, 0.0003
Si, 7.7836, 2.4382, 9.5995, -0.0449, -0.0205, 0.0023
Si, 8.8955, 2.1373, 12.4436, -0.006, 0.0044, -0.0078
Si, 5.3738, 6.2542, 18.1051, 0.0032, 0.0008, -0.0002
Si, 3.9498, 0.5574, 19.5097, 0.0011, -0.0001, -0.0006
Si, 4.3821, 3.8678, 12.1855, 0.0015, -0.0164, 0.0032
Si, 5.6137, 6.6236, 12.2042, 0.0025, 0.0008, -0.0006
Si, 8.0406, 2.5188, 17.2806, 0.0017, 0.0014, 0.0009
Si, 4.4, 2.519, 15.0441, 0.0047, 0.0001, -0.0022
Si, 1.5843, 1.2204, 15.2849, 0.0017, 0.0012, 0.002
Si, 1.6518, 9.4342, 12.0627, 0.013, 0.0042, -0.0056
Si, 8.1201, 6.8708, 13.9311, 0.0001, -0.0001, 0.0046
Si, 10.4401, 9.8404, 15.5179, 0.0002, 0, 0.0028
Si, 9.8171, 7.0308, 22.5657, 0.0001, -0.0012, -0.0013
Si, 8.1439, 5.4914, 17.4359, 0.0031, 0.0006, 0.0013
O, 6.1396, 7.9692, 11.358, 0.0037, -0.0069, 0.0024
O, 6.0469, 9.2128, 16.9392, 0.0026, 0.0001, -0.0013
O, 7.774, 1.3583, 13.2873, 0.005, -0.0009, 0.0071
O, 0.911, 1.748, 13.9014, 0.0025, -0.0006, 0.0056
O, 9.4792, 6.2463, 16.9185, 0.0019, 0.0005, 0.002
O, 6.8073, 6.234, 13.2338, 0.0052, 0, 0.0023
O, 5.1708, 4.6817, 18.6787, 0.0016, -0.0005, 0.0024
O, 9.2608, 2.173, 18.3272, 0.0007, -0.0005, 0.0006
O, 2.3987, 0.1028, 19.0982, 0.0023, 0.0002, 0.0015
O, 9.4578, 10.2387, 16.7861, 0.0033, 0, -0.0011
O, 2.8855, 4.3867, 11.7547, 0.0003, 0.0049, 0.0027
O, 5.0994, 10.3311, 19.1448, 0.0029, -0.0009, 0.0024
O, 9.4663, 3.3186, 13.3764, 0.0048, 0.0042, 0.0047
O, 0.5016, 1.7856, 19.9782, 0.0016, 0.0013, 0.005
O, 3.197, 1.3903, 15.084, 0.0003, -0.0001, 0.0008
O, 8.1931, 5.3802, 19.0478, 0, -0.0002, -0.0008
O, 3.9283, 6.5872, 17.4175, 0.0006, -0.0007, 0.0016
O, 4.5984, 3.2847, 16.4813, 0.0007, -0.0001, 0.0003
O, 9.1291, 5.6785, 14.36, 0.0031, -0.0004, 0
O, 5.4465, 2.772, 22.1347, 0.0012, -0.0001, 0.0036
O, 10.6923, 4.0846, 15.6662, 0.0034, -0.0006, 0.0016
O, 0.3632, 3.8843, 18.2841, 0.0027, 0.0002, 0.0006
O, 10.4577, 10.5344, 19.2355, -0.0002, -0.0004, 0.0015
O, 9.7216, 10.0312, 14.0511, 0.0039, 0, 0.0024
O, 10.9164, 8.1361, 22.0999, 0.0014, 0.0006, 0.0042
O, 1.2409, 2.1613, 16.5653, 0.0028, -0.0004, 0.0011
O, 9.7849, 3.7805, 20.4471, 0.0027, -0.0015, 0.0029
O, 8.1592, 4.0373, 16.7144, 0.0022, -0.0005, 0.0009
O, 0.0518, 9.0803, 11.9418, -0.0011, -0.0021, -0.0003
O, 6.624, 2.4413, 18.0895, 0.0028, -0.0007, 0.0023
O, 5.7954, 10.7506, 11.4513, -0.021, -0.0127, -0.0019
O, 7.7858, 9.6052, 18.8705, 0.0019, 0.0001, 0.0042
O, 10.0713, 1.0456, 12.0526, 0.0025, -0.0027, -0.0001
O, 1.234, 7.0778, 9.0899, -0.0009, -0.006, 0.01
O, 0.6956, 4.7864, 13.3639, 0, -0.0001, 0.0014
O, 5.737, 7.6332, 19.0188, 0.0024, -0.0004, 0.0031
O, 5.3186, 5.1053, 11.5977, 0.0006, 0.0047, 0.0015
O, 2.7511, 7.0133, 15.1481, 0.0021, 0.0016, 0.0005
O, 0.9719, 2.7516, 11.4903, 0.0013, -0.0021, 0.0066
O, 0.923, 10.6851, 15.5838, 0.0023, -0.0012, 0.0025
O, 2.4807, 8.6435, 10.9006, -0.0009, 0.0025, 0.0081
O, 4.9682, 2.4275, 11.58, -0.0173, 0.0098, 0.0046
O, 4.2827, 3.6225, 13.8252, 0.002, 0, 0.0019
O, 2.2077, 4.6993, 16.4783, 0.0011, -0.0012, 0.0008
O, 10.7492, 8.2505, 15.732, 0.0021, 0.0007, -0.0012
O, 6.9573, 10.3134, 14.7254, 0.0021, -0.0031, 0.0019
O, 2.428, 8.979, 13.44, 0.003, -0.0024, 0.0027
O, 8.0545, 1.5206, 15.9892, 0.0031, -0.0009, 0.0012
O, 4.1763, 7.0081, 12.884, 0.0022, 0.0005, 0.0006
O, 4.2151, 2.0261, 18.8061, 0.0037, 0.0018, 0.0014
O, 7.3203, 4.4071, 21.2741, 0.0031, 0.0002, 0.0017
O, 8.2925, 2.8138, 11.0928, 0.0155, 0.0028, 0.0119
O, 1.2223, 6.8764, 17.3981, 0.0023, 0, 0.0018
O, 5.7029, 1.6343, 14.7955, 0.0011, 0, 0.0041
O, 8.274, 9.7377, 11.5875, 0.0065, -0.005, 0.0043
O, 9.2064, 6.3084, 21.252, -0.0012, -0.0024, -0.0002
O, 9.0293, 7.7134, 12.9036, 0.0026, -0.0036, 0.001
O, 1.6988, 0.1403, 11.9139, -0.0013, -0.0027, 0.0018
O, 6.6773, 6.1583, 17.0955, 0.0024, -0.0003, 0.0004
O, 7.4874, 7.8368, 15.1052, 0.0021, -0.0014, -0.0013
O, 1.2348, 10.3101, 21.2431, 0.0012, 0.0044, -0.0025
O, 10.0617, 8.2084, 18.3847, 0.0011, 0.0006, 0.0015
O, 3.9544, 0.8267, 21.125, 0.0003, -0.0026, -0.0011
O, 0.4459, 5.3346, 10.9277, 0.0049, 0.0025, 0.0065
O, 6.443, 1.491, 9.7083, -0.0041, 0.018, -0.0112
O, 4.8469, 8.6909, 14.7193, 0.0011, -0.0001, 0.0007

Results
free energy: -135403.858 eV
free energy less fixed offsets of O -568.88, P -755.39, Si -635.61 eV per atom: 2.152 eV

The program warned: the cutoff lies below the one the program advises for these potential files; the forces do not sum to zero within the program's tolerance; the exchange-correlation potential is rough where the density is thin.
